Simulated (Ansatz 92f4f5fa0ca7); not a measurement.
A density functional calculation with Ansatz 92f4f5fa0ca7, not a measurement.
Periodic cell of 283 atoms, Si197O78H8, from a study of silicon, its oxide and their interface. The atomic structure is a simulated model.
Doubt: the cutoff is far below the 930 eV that the study's wrapper takes by default for these files, so forces and energies are approximate.
This geometry differs little from another in the collection (a relaxation step or a small displacement).

Settings
functional: PBE
potential files: Ansatz PAW
basis: plane waves
wave-function cutoff: 580 eV
density cutoff ratio: 5
exchange-correlation grid ratio: 1
k mesh: 1 x 1 x 1, Gamma-centred
self-consistency stop: 5e-08 eV per atom in the density residual
occupations: fixed
spin: none
net charge: 0

Cell vectors (angstrom)
a 10.938 0 0
b 0 10.938 0
c 0 0 42.4866

Atoms and the computed forces on them: element, x, y, z (angstrom), force x, y, z (eV/angstrom)
Si 0 0 40.4346 0.0037 0.0257 0.003
Si 5.469 0 40.4346 0.0061 0.0232 -0.0026
Si 2.7345 2.7345 40.4346 0.0141 -0.001 0.0001
Si 8.2035 2.7345 40.4346 0.0209 0.0037 -0.0048
Si 0 5.469 40.4346 -0.0038 0.0163 0.0012
Si 5.469 5.469 40.4346 -0.0014 0.0203 0.0043
Si 2.7345 8.2035 40.4346 0.0207 0.0039 -0.0071
Si 8.2035 8.2035 40.4346 0.0105 -0.0011 -0.0028
Si 1.3673 1.3673 41.8019 0.0022 0.0012 0.0002
Si 6.8362 1.3673 41.8019 0.0054 0.0061 -0.0005
Si 4.1018 4.1018 41.8019 -0.0074 -0.01 -0.0019
Si 9.5708 4.1018 41.8019 -0.0107 -0.0127 0
Si 1.3673 6.8362 41.8019 0.0056 0.0004 -0.0005
Si 6.8362 6.8362 41.8019 0.007 -0.0008 0
Si 4.1018 9.5708 41.8019 -0.0148 -0.0103 -0.0012
Si 9.5708 9.5708 41.8019 -0.006 -0.0102 -0.0025
Si 2.7345 0 37.7001 0.1055 0.0865 0.0144
Si 8.2035 0 37.7001 0.1733 0.0813 0.0467
Si 0 2.7345 37.7001 -0.0239 -0.0761 0.0064
Si 5.469 2.7345 37.7001 -0.0283 -0.0109 0.0279
Si 2.7345 5.469 37.7001 0.1288 0.1021 0.0449
Si 8.2035 5.469 37.7001 0.0842 0.0904 0.0046
Si 0 8.2035 37.7001 -0.0284 -0.0241 0.0322
Si 5.469 8.2035 37.7001 -0.0218 -0.0563 0.0105
Si 4.1018 1.3673 39.0674 -0.0283 0.0043 0.019
Si 9.5708 1.3673 39.0674 -0.0053 -0.0215 0.0296
Si 1.3673 4.1018 39.0674 0.0021 -0.0195 -0.0162
Si 6.8362 4.1018 39.0674 -0.0096 -0.0105 -0.0059
Si 4.1018 6.8362 39.0674 0.0013 -0.0284 0.0264
Si 9.5708 6.8362 39.0674 -0.0003 -0.0151 0.0186
Si 1.3673 9.5708 39.0674 -0.0177 -0.0061 -0.0077
Si 6.8362 9.5708 39.0674 0.0077 -0.0256 -0.0164
Si 0 0 3.417 0.0027 0.0128 0.0095
Si 5.469 0 3.417 -0.0124 0.0319 0.0103
Si 2.7345 2.7345 3.417 0.0211 0.0115 -0.0277
Si 8.2035 2.7345 3.417 0.0059 0.0086 -0.0233
Si 0 5.469 3.417 0.0091 0.0145 0.0105
Si 5.469 5.469 3.417 0.0079 0.0065 0.0124
Si 2.7345 8.2035 3.417 0.0002 0.0165 -0.0219
Si 8.2035 8.2035 3.417 0.0146 0.0074 -0.025
Si 1.3673 1.3673 4.7843 0.0328 0.0275 0.021
Si 6.8362 1.3673 4.7843 0.015 0.0678 -0.0617
Si 4.1018 4.1018 4.7843 -0.1309 -0.117 -0.0583
Si 9.5708 4.1018 4.7843 -0.1245 -0.0808 -0.0137
Si 1.3673 6.8362 4.7843 0.0169 0.0519 -0.0625
Si 6.8362 6.8362 4.7843 0.0232 0.053 0.006
Si 4.1018 9.5708 4.7843 -0.0996 -0.0912 -0.0149
Si 9.5708 9.5708 4.7843 -0.0814 -0.1078 -0.0486
Si 2.7345 0 0.6825 0.0094 0.0178 -0.0016
Si 8.2035 0 0.6825 0.0086 0.0081 0.0004
Si 0 2.7345 0.6825 -0.0012 -0.0033 -0.0014
Si 5.469 2.7345 0.6825 -0.0103 -0.0022 0.0019
Si 2.7345 5.469 0.6825 0.0117 0.006 0.002
Si 8.2035 5.469 0.6825 0.0105 0.0125 -0.0001
Si 0 8.2035 0.6825 -0.0079 0.0003 0.0024
Si 5.469 8.2035 0.6825 -0.0009 -0.0034 0.0005
Si 4.1018 1.3673 2.0497 -0.0211 -0.0097 0.0014
Si 9.5708 1.3673 2.0497 -0.0129 0.0047 0.0018
Si 1.3673 4.1018 2.0497 -0.0088 -0.0246 0.0003
Si 6.8362 4.1018 2.0497 0.004 -0.0181 -0.003
Si 4.1018 6.8362 2.0497 -0.0186 0.0006 0.0044
Si 9.5708 6.8362 2.0497 -0.0208 -0.0097 0.0034
Si 1.3673 9.5708 2.0497 0.0079 -0.0152 -0.0037
Si 6.8362 9.5708 2.0497 0.0034 -0.0127 0.0024
Si 0.5464 10.5139 29.7388 0.031 -0.0504 -0.0219
Si 6.1537 10.5144 29.4327 -0.0004 -0.0034 -0.0115
Si 2.2779 3.2308 29.6573 -0.0183 0.0189 0.0143
Si 7.7641 3.305 29.6639 -0.001 0.0179 0.0104
Si 0.5606 4.9844 29.633 0.0161 -0.0164 0.0146
Si 5.9993 5.0013 29.6589 0.0163 -0.0165 0.0144
Si 2.363 8.7547 29.5528 -0.0047 0.0367 -0.018
Si 7.7492 8.6355 29.5975 -0.017 0.0186 -0.0203
Si 1.4265 1.4083 30.951 -0.0064 0.0359 0.0412
Si 6.8998 1.3963 30.8142 0.007 -0.0099 0.0157
Si 4.1423 4.1062 30.862 -0.0036 0.0003 0.0139
Si 9.6322 4.1462 30.8796 -0.0001 0.0041 0.0221
Si 1.4671 6.8697 30.7945 -0.0032 -0.0289 0.0194
Si 6.8709 6.8473 30.8947 0.0007 -0.0168 0.0252
Si 4.2155 9.673 30.7337 -0.0011 0.0053 0.0313
Si 9.6162 9.535 30.837 -0.0082 -0.0014 0.0335
Si 2.8862 0.0752 32.2369 0.0312 0.012 -0.0722
Si 8.2913 0.0448 32.2113 0.0144 0.0304 -0.0607
Si -0.0342 2.7083 32.2809 -0.0212 -0.0216 -0.0107
Si 5.4549 2.6748 32.2289 -0.0203 -0.0209 -0.0275
Si 2.836 5.5447 32.2314 0.0379 0.0509 -0.0327
Si 8.3053 5.5464 32.2677 0.0492 0.0318 -0.0206
Si 0.0151 8.138 32.2129 0.0028 -0.0065 -0.0637
Si 5.4431 8.2105 32.2002 -0.0161 0.0043 -0.0501
Si 4.1542 1.3868 33.6915 0.0131 -0.0393 0.0599
Si 9.5863 1.3645 33.6727 0.0122 -0.0126 0.0445
Si 1.4025 4.1308 33.5592 -0.0293 0.0279 -0.0918
Si 6.865 4.1105 33.5487 0.0385 -0.0271 -0.1193
Si 4.1366 6.8783 33.649 -0.0416 0.0132 0.0638
Si 9.6218 6.8617 33.6781 0.0281 -0.0227 0.0649
Si 1.4217 9.5821 33.509 0.0067 0.0002 0.0557
Si 6.865 9.5898 33.532 -0.0077 0.016 0.0227
Si 0.0545 -0.0242 34.9562 -0.0244 0.0596 -0.0433
Si 5.523 -0.0176 34.9825 -0.0278 0.0443 -0.0213
Si 2.7391 2.7677 34.975 0.0427 -0.032 -0.0115
Si 8.1988 2.7567 34.9772 0.0209 -0.0522 -0.0275
Si 0.0472 5.4609 34.986 -0.0341 0.0382 -0.0117
Si 5.5091 5.4673 34.959 -0.0207 0.0726 -0.0251
Si 2.7339 8.2376 34.968 0.0432 -0.0468 -0.0345
Si 8.2061 8.2392 34.9647 0.0597 -0.0033 -0.0248
Si 1.3808 1.3758 36.3306 -0.0109 0.0063 -0.008
Si 6.8505 1.3763 36.3446 -0.0023 0.0015 -0.009
Si 4.1192 4.1201 36.3334 -0.0196 -0.0012 -0.0133
Si 9.5828 4.1105 36.3361 0.0112 -0.0086 -0.006
Si 1.3859 6.8523 36.3402 -0.012 -0.0004 -0.009
Si 6.8523 6.8504 36.3302 0.0107 -0.0285 -0.006
Si 4.1157 9.581 36.3362 -0.0102 0.002 -0.0063
Si 9.5889 9.5835 36.3313 -0.0125 -0.0079 -0.0079
Si 2.7219 -0.0151 6.1545 0.0061 0.0137 0.0102
Si 8.1843 -0.0166 6.1394 0.0004 0.0161 0.0173
Si -0.014 2.7256 6.15 0.0039 0.0079 0.0108
Si 5.4552 2.7243 6.1471 -0.0016 0.0008 0.0093
Si 2.7196 5.4584 6.1422 0.0188 -0.0025 0.0068
Si 8.1923 5.4618 6.1526 0.0175 -0.0078 0.0093
Si -0.0137 8.1891 6.1488 0.0077 -0.0138 0.0181
Si 5.4555 8.1943 6.1522 -0.0146 0.0238 0.0105
Si 4.1122 1.3322 7.515 -0.0481 0.0386 0.0368
Si 9.5618 1.3283 7.4974 -0.0525 0.0136 0.0055
Si 1.3219 4.1278 7.5099 0.0268 -0.0553 0.0372
Si 6.782 4.1256 7.5103 0.0475 -0.0553 0.0135
Si 4.0979 6.8014 7.5083 -0.0668 0.0094 0.0153
Si 9.5733 6.8095 7.5233 -0.04 0.0315 0.0351
Si 1.3288 9.5669 7.5186 0.0396 -0.0251 0.0306
Si 6.7976 9.5853 7.5166 0.0321 -0.0429 0.0355
Si -0.0511 -0.0351 8.9207 -0.0052 0.0197 0.1218
Si 5.4447 -0.023 8.957 -0.0042 -0.0095 -0.0899
Si 2.715 2.7344 8.7954 0.005 0.0067 -0.1421
Si 8.1503 2.7038 8.786 -0.0213 0.0435 -0.0027
Si -0.031 5.4576 8.9595 0.002 -0.016 -0.0915
Si 5.4367 5.4723 8.9484 -0.0231 0.0301 0.1446
Si 2.696 8.1541 8.8307 0.0475 -0.0311 -0.0078
Si 8.1728 8.1914 8.8291 -0.0042 0.0076 -0.1057
Si 1.3786 1.4058 10.1695 -0.0009 0.0029 -0.009
Si 6.8427 1.4124 10.2589 0.0146 0.013 0.0659
Si 3.9966 4.0492 10.2474 -0.0261 -0.0292 0.0213
Si 9.4562 4.0238 10.2052 -0.0309 -0.0342 0.0601
Si 1.3645 6.8639 10.3056 0.0072 0.0062 0.076
Si 6.8541 6.9059 10.2777 0.0221 0.0208 0.027
Si 4.0486 9.4527 10.2421 -0.0269 -0.044 0.0586
Si 9.4665 9.4929 10.2788 -0.0379 -0.038 0.032
Si 2.6605 -0.0567 11.4984 -0.0266 0.0029 -0.029
Si 8.1501 -0.0048 11.6596 0.0191 0.0086 -0.0135
Si -0.0497 2.697 11.5444 0.0074 -0.0076 -0.0281
Si 5.393 2.7267 11.6299 -0.0094 0.0128 -0.0176
Si 2.6865 5.4278 11.6871 0.0121 -0.0095 -0.0067
Si 8.1516 5.438 11.6128 -0.0115 -0.0062 -0.029
Si -0.0841 8.1655 11.7074 -0.0035 0.0204 -0.0113
Si 5.473 8.2146 11.7406 0.0038 0.0028 -0.0194
Si 4.4162 0.8627 12.7709 0.0287 -0.0116 0.0097
Si 10.0458 0.8644 12.8228 0.0169 -0.0145 -0.0089
Si 0.7799 4.4996 12.8505 -0.0268 0.0137 0.0073
Si 6.2984 4.5676 12.842 -0.0187 0.022 -0.0097
Si 4.5703 6.3092 12.8753 0.0176 -0.0204 -0.0102
Si 9.9617 6.2686 12.933 0.0142 -0.0287 0.0173
Si 0.8392 10.062 12.8232 -0.0138 0.0218 -0.0089
Si 6.2936 10.1723 12.9885 -0.0356 0.0032 0.0233
H 9.7518 1.2394 14.2475 -0.0093 0.005 -0.0055
H 1.2371 9.7878 14.2446 0.003 -0.009 -0.0021
H 4.2452 6.618 14.306 -0.0096 0.0042 -0.0002
H 6.6671 4.2266 14.2553 0.0037 -0.0091 -0.0012
O 9.4952 6.4385 14.5267 -0.0016 0.0012 -0.0218
O 0.9362 3.8558 14.3785 0.0012 -0.0063 -0.0154
O 3.6252 1.1368 14.2055 -0.0134 0.002 -0.011
O 6.6989 10.1664 14.6198 0.0058 0.0014 -0.0091
H 0.1972 5.2881 28.2097 -0.0018 0.0079 0.0008
H 2.6096 2.8481 28.2466 0.0107 -0.0073 0.0026
H 5.6694 5.3456 28.2349 -0.0025 0.008 0.0056
H 8.1086 3.0186 28.2382 0.0068 -0.0017 -0.0021
O 11.0451 0.1966 28.2771 0.0097 0.0061 0.0331
O 2.9242 8.4284 28.0058 -0.0006 -0.005 0.0145
O 6.1179 10.9002 27.767 0.0018 0.0028 0.0081
O 7.906 8.076 28.034 0.0066 -0.0033 0.0126
Si 3.979 10.5634 24.5066 0.0032 -0.0001 -0.0006
Si 8.3234 7.7652 26.5139 0.0064 -0.0002 -0.0079
Si 6.5757 4.81 23.4062 0.0023 0.0013 -0.0018
Si 3.9464 9.3064 20.0497 -0.0015 -0.0007 -0.0008
Si 10.9372 9.2084 25.418 -0.0009 -0.0065 -0.0061
Si 3.5727 1.4862 15.7747 -0.0013 -0.002 -0.0016
Si 2.6973 1.3503 22.3966 0.0012 0.0004 -0.0019
Si 9.2552 5.5649 24.9135 0.0007 0.0018 -0.0044
Si 4.9307 7.7882 17.543 -0.0012 -0.0008 0.0023
Si 8.9914 6.9872 15.9655 -0.0065 0.005 0.0141
Si 7.7266 1.4237 21.049 -0.0017 -0.0001 -0.0021
Si 7.1383 0.5152 26.5938 0.001 0.0012 -0.0088
Si 2.5613 7.4115 21.8833 -0.0001 -0.0013 0.0001
Si 10.2447 0.6688 26.9742 -0.0015 0.0071 -0.0139
Si 10.6189 7.7147 22.9101 0.0024 -0.001 0.0008
Si 3.9228 6.4426 24.3544 -0.0001 0.0018 -0.0031
Si 2.466 6.2761 17.467 0.0007 0.001 0.0054
Si 5.8656 2.5745 17.3952 0.0003 0.0011 0.005
Si 0.1804 8.2402 17.9617 0.0008 0.0006 0.0025
Si 6.96 5.3165 17.6426 -0.0038 -0.0005 0.0042
Si 1.4614 3.8123 15.9014 -0.0039 -0.0028 0.0048
Si 6.7365 9.7337 21.5815 0.001 0.0003 -0.0011
Si 2.9837 4.9704 20.0588 -0.0007 -0.0004 -0.0025
Si 8.9032 8.2306 20.3133 0.0001 -0.0001 0.0004
Si -0.0828 4.0855 20.4658 -0.0002 0.0003 -0.0025
Si 2.119 10.8132 17.9757 -0.0047 -0.0015 0.0038
Si 5.5172 2.4189 25.0328 -0.0003 -0.0004 -0.0033
Si 7.9477 5.3771 20.4821 -0.0015 -0.0003 -0.0015
Si 6.6462 9.2048 24.474 0 0.0035 -0.0018
Si 10.9747 2.9687 25.3378 -0.0023 0.0027 -0.005
Si 4.8715 2.4732 20.3918 0.0002 0.0015 -0.0021
Si 2.94 3.5752 24.6825 0.001 0.0016 -0.0058
Si 2.8059 8.4804 26.3879 0.0036 0.0023 -0.0033
Si 10.6677 2.0811 22.4303 -0.0024 0.0024 -0.0033
Si 6.9804 9.4663 16.0621 -0.0029 -0.0024 0.0063
Si 0.0411 2.098 18.0818 -0.0025 -0.0038 0.0023
Si 8.247 0.8267 17.9304 -0.001 0.0016 0.0014
O 8.8529 6.235 26.3479 -0.0027 0.0006 0.0057
O 4.8277 0.9902 24.6951 -0.0005 0.002 0.002
O 9.8787 6.6232 23.85 0.0024 0.0017 0.0031
O 6.0599 6.6502 17.6659 -0.0014 -0.0005 0.0006
O 0.3313 3.1676 16.8877 0.0008 0.003 -0.003
O 5.1988 9.7255 21.0213 -0.0007 -0.0013 0.0014
O 7.113 8.8653 22.9319 0.0009 0 0.0011
O 10.4314 2.2583 26.6875 0.0044 0.0035 0.0014
O 6.0697 3.2629 23.7233 0.0001 -0.0003 0.001
O 5.0542 9.3819 24.2301 -0.0013 0.0009 0.0026
O 8.0446 0.875 19.549 -0.0023 0.0011 0.0011
O 7.0861 0.3102 22.0396 -0.0016 0.0005 0.0015
O 2.9345 2.7083 23.2909 0.0009 0.002 0.0024
O 3.5594 7.2892 16.7854 -0.0012 -0.0013 -0.0033
O 0.0839 3.6098 22.01 -0.0016 -0.0009 0.0014
O 2.7964 2.8963 16.0252 -0.0052 -0.0016 -0.0041
O 8.6434 0.4653 27.212 0.0068 -0.002 0.0038
O 1.3558 1.2254 18.4924 -0.0005 0.0007 -0.0031
O 7.908 4.9305 24.3053 -0.0003 0.0011 0.0003
O 1.3104 7.0984 18.296 -0.0003 -0.001 -0.0021
O 10.4762 2.9057 19.4046 -0.0007 0.0001 0.0016
O 9.1847 1.7853 21.7495 0.0009 -0.0011 0.0007
O 6.4382 2.4772 20.9467 0.0005 0.0009 0.0017
O 4.5397 8.16 19.0733 -0.0022 0.0007 -0.0006
O 7.2922 4.7049 19.1413 0 0.0021 0.001
O 3.7523 7.2597 25.7825 0.0003 0.0002 0.0033
O 1.2205 8.2982 26.0101 0.0005 0.0015 0.004
O 2.9699 10.9153 23.2673 -0.001 0.0013 0.0002
O 5.0443 2.2148 18.779 -0.0028 0.0005 0.0013
O 4.2739 3.318 25.6147 -0.0006 0.0016 -0.0008
O 7.7635 9.3813 20.3664 0.0005 0.0011 0.0036
O 7.4099 2.0845 17.3615 -0.0014 -0.0003 -0.0033
O 10.5374 2.0563 24.0486 -0.0006 0.0007 0.0017
O 10.0252 8.4521 19.158 -0.0013 -0.0004 0.0009
O 1.0077 7.0884 22.2142 -0.0001 0.001 0.0016
O 1.7835 5.3536 16.3254 -0.0016 -0.0017 -0.0063
O 9.6566 8.2022 21.7284 -0.0037 0.0009 -0.0011
O 10.2841 7.7051 16.6713 -0.0035 -0.0031 -0.0064
O 5.1056 1.7241 16.2476 -0.002 -0.0016 -0.004
O 1.0901 1.2346 21.9593 -0.0006 0.001 0.0025
O 2.7311 8.7675 21.0006 -0.0003 0.0008 -0.0005
O 3.8228 1.438 21.1732 -0.002 -0.0006 0.0035
O 5.4194 5.8846 23.9094 0 0.0003 0.0051
O 10.9602 10.801 25.7371 0.0003 0.0053 0.0069
O 7.766 10.4054 17.159 -0.0028 -0.0012 -0.0065
O 8.3436 5.734 16.8382 0.0007 0.0015 -0.0042
O 10.3681 4.4508 25.2139 0.0013 -0.0053 0.0051
O 6.6902 2.0425 26.1184 0.0026 0.0024 0.0072
O 3.2318 6.1984 21.0638 -0.0008 0 -0.0011
O 7.2075 10.547 25.2227 0.0014 0.0032 0.0067
O 2.8983 5.1655 24.3456 0 -0.0008 0.0031
O 6.0062 4.1548 16.987 -0.0018 0.0008 -0.001
O 3.1896 9.9886 25.8203 -0.0013 0.0006 0.0043
O 1.0158 9.6255 17.7159 0.0004 0 -0.0004
O 2.8531 0.2459 16.5633 -0.0006 -0.0016 -0.0028
O 3.2545 10.4382 19.0929 0.0005 -0.0011 0.0011
O 7.0751 7.9728 25.4573 0.0014 -0.0003 0.0068
O 10.9538 9.0367 23.7995 0.001 0.0011 0.0014
O 4.0899 3.894 20.5577 -0.0003 0.0001 -0.0007
O 7.9322 6.9501 20.1253 -0.0021 -0.0004 0.0024
O 3.3906 7.5286 23.2658 0.0019 0.0002 0.0006
O 7.0699 5.0574 21.8421 0.0001 -0.0003 0.0021
O 7.8544 8.1293 15.7611 0.0006 -0.0009 -0.0016
O 1.6425 3.1177 25.5281 -0.0003 0.0002 0.004
O 9.5537 8.728 26.1004 0.0004 0 0.0005
O 9.8213 1.0596 17.5979 -0.0021 -0.0005 -0.0016
O 1.3846 4.6286 20.044 -0.0017 -0.0011 0.0033
O 3.3083 5.3403 18.5089 -0.0014 -0.0021 0.0006
O 5.5382 9.0503 16.7177 0.0006 0.0027 -0.0042
O 9.556 5.0625 20.5399 -0.0013 0.0002 -0.0023

Results
free energy: -169722.311 eV
free energy less fixed offsets of H -15.97, O -568.88, Si -635.61 eV per atom: -6.741 eV

The program warned: the cutoff lies below the one the program advises for these potential files; the forces do not sum to zero within the program's tolerance; the exchange-correlation potential is rough where the density is thin.
